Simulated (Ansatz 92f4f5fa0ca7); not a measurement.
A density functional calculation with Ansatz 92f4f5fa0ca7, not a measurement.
Periodic cell of 189 atoms, Si117O72, from a study of silicon, its oxide and their interface. The atomic structure is a simulated model.

Settings: functional r2SCAN; potential files Ansatz norm-conserving; basis plane waves; wave-function cutoff 1300 eV; density cutoff ratio 4; exchange-correlation grid ratio 1; k mesh 2 x 2 x 1, shifted by 0.5 0.5 0.5 of a step; self-consistency stop 5e-08 eV per atom in the density residual; occupations Fermi-Dirac, 0.05 eV; spin none; net charge 0.

Cell vectors (angstrom)
a  11.5403  0  0
b  0  11.5403  0
c  3.8681  3.3886  24.9104

Atoms: element, x, y, z (angstrom)
Si  2.0532  9.2589  0.27
Si  2.1624  0.749  -0.2736
Si  1.9645  6.2352  -0.2096
Si  5.9206  9.2742  0.2437
Si  5.7738  0.7717  -0.2744
Si  6.0036  6.2325  -0.1727
Si  9.7503  -1.9787  0.2339
Si  9.7116  1.0415  -0.5042
Si  9.946  6.5466  -0.2108
Si  3.9929  -2.2637  1.5324
Si  3.9747  1.367  1.1408
Si  3.99  5.6086  0.964
Si  7.8353  -2.1224  1.5316
Si  7.7961  1.5516  0.8619
Si  7.961  5.7614  1.0397
Si  11.6731  -2.1191  1.5369
Si  11.6821  1.5696  0.8208
Si  11.6946  5.8095  1.225
Si  3.9856  -0.2856  2.7399
Si  3.9882  3.5471  2.2453
Si  3.9845  7.2853  2.6536
Si  7.8173  -0.1024  2.6175
Si  7.8537  3.6219  2.1898
Si  7.8917  7.4214  2.6953
Si  11.6882  -0.086  2.5951
Si  11.6916  3.6083  2.2219
Si  11.6768  7.4808  2.7939
Si  2.0343  -0.1809  4.0106
Si  2.0671  3.591  3.6627
Si  2.0973  7.3898  4.0401
Si  5.9322  -0.1877  4.026
Si  5.9269  3.6076  3.6458
Si  5.922  7.3695  3.9805
Si  9.7618  -0.1379  3.9547
Si  9.7644  3.5832  3.6464
Si  9.7565  7.4206  4.0912
Si  2.0712  9.3778  5.2692
Si  2.074  1.82  5.2378
Si  2.0662  5.3757  5.2374
Si  5.9191  9.3511  5.2606
Si  5.9194  1.8318  5.2347
Si  5.9155  5.3841  5.232
Si  9.7629  9.4256  5.269
Si  9.7707  1.8253  5.2358
Si  9.7593  5.3709  5.2318
Si  3.9926  9.3872  6.5985
Si  3.993  1.824  6.6224
Si  3.9852  5.3796  6.6171
Si  7.8385  9.3661  6.5908
Si  7.8465  1.8342  6.6111
Si  7.8345  5.3803  6.6125
Si  11.6918  9.3435  6.5901
Si  11.6996  1.8292  6.6171
Si  11.6816  5.37  6.6126
Si  4.0379  -0.1643  7.8691
Si  3.9812  3.6041  8.2078
Si  3.9158  7.3893  7.835
Si  7.8276  -0.1773  7.8085
Si  7.8345  3.6167  8.1973
Si  7.8471  7.3744  7.8475
Si  11.7575  -0.1991  7.7837
Si  11.6908  3.6085  8.2043
Si  11.6425  7.3493  7.8677
Si  2.1013  -0.1989  9.1789
Si  2.0575  3.614  9.6702
Si  1.9993  7.3145  9.2342
Si  5.964  -0.0505  9.2271
Si  5.9081  3.6182  9.6371
Si  5.8694  7.4659  9.0876
Si  9.8061  -0.2704  9.0197
Si  9.7609  3.6166  9.6248
Si  9.7386  7.3047  9.2588
Si  2.0376  9.3303  10.321
Si  2.1723  1.4712  10.837
Si  1.9157  5.6916  11.0081
Si  5.9387  9.457  10.2608
Si  6.0206  1.5848  11.0053
Si  5.7582  5.7941  10.6787
Si  9.7975  9.3475  10.2941
Si  9.8518  1.4062  10.5654
Si  9.6769  5.6635  11.0474
Si  4.0062  9.393  11.4932
Si  4.056  0.8478  12.2073
Si  3.9108  6.3934  12.1075
Si  7.8713  9.486  11.5444
Si  8.1372  0.9415  12.0777
Si  7.5778  6.4881  11.9972
Si  0.1346  9.2638  11.6541
Si  0.1798  0.7641  11.8879
Si  0.0141  6.2535  12.5757
Si  3.0288  3.7084  16.882
Si  7.707  8.785  18.4569
Si  4.3737  1.2845  15.3179
Si  8.6923  6.7734  20.3726
Si  3.3473  9.9818  19.9312
Si  1.5216  7.4952  19.2989
Si  7.6069  2.9799  19.8363
Si  9.6853  1.3733  16.8339
Si  13.2288  12.223  19.4471
Si  7.8457  4.6118  22.2709
Si  1.9746  6.5005  22.0273
Si  12.0413  3.0521  18.3028
Si  3.0982  10.7274  17.2086
Si  10.3805  4.9103  15.1052
Si  15.072  6.3361  15.148
Si  9.8126  4.7279  18.3474
Si  1.6577  8.0942  16.4766
Si  7.4952  5.3512  14.6859
Si  8.2684  11.5669  19.1294
Si  -0.708  10.5933  20.1249
Si  10.2236  1.8564  14.1854
Si  4.0072  8.6784  22.4801
Si  5.4126  4.2243  18.318
Si  5.9416  6.832  16.905
Si  10.7557  8.5825  17.9422
Si  10.8561  8.1848  22.1359
Si  6.9314  14.2539  15.9196
O  10.8942  2.1027  17.6463
O  9.7347  8.1525  -0.6343
O  13.0487  2.2966  19.3426
O  7.0934  6.0895  16.0564
O  5.8934  10.673  -0.6709
O  10.2787  0.8013  15.4386
O  7.7084  5.8128  21.1941
O  11.2299  4.2635  19.0275
O  11.1605  9.5197  21.2682
O  0.044  7.9351  12.6758
O  4.7141  7.1817  15.9034
O  1.8475  6.33  20.3864
O  7.477  12.9146  19.5522
O  8.6931  3.596  18.7732
O  0.0297  8.3153  16.5462
O  7.1101  3.7806  14.7214
O  3.9953  10.0938  18.4322
O  -2.2356  11.1304  20.3084
O  15.4111  5.8174  13.6591
O  13.5249  11.7211  17.9041
O  8.0149  3.2342  21.388
O  4.041  10.7393  12.467
O  7.8499  8.0876  12.4434
O  10.1751  5.0069  16.7588
O  5.5313  5.8393  18.1367
O  7.9435  -0.678  12.5055
O  1.9442  5.1145  22.8848
O  3.9585  1.3818  13.7632
O  2.0497  -0.8911  -0.6505
O  6.1494  3.4752  17.1019
O  8.3898  2.2744  16.434
O  2.3133  9.5654  16.4171
O  9.0698  5.6031  14.4787
O  6.1427  3.688  19.656
O  6.1562  5.236  -1.4646
O  3.84  3.8153  18.3
O  11.5393  5.6277  14.1677
O  9.15  8.5539  17.6907
O  0.1633  10.7211  12.473
O  4.0101  8.0333  12.4414
O  13.7194  7.253  15.1981
O  2.1708  7.2692  17.816
O  9.9241  7.1646  21.3176
O  6.4895  4.7287  23.1594
O  7.8258  8.0594  19.9043
O  6.8291  5.9387  13.3604
O  4.3534  9.4032  21.0486
O  4.0236  -0.0981  16.0988
O  7.2864  10.3241  18.7832
O  10.4232  6.0185  -1.697
O  -0.0921  7.5484  19.024
O  11.0608  10.0235  18.6145
O  14.8783  4.9957  16.0015
O  6.5268  8.1969  17.5294
O  3.5214  2.4137  16.0805
O  11.8447  11.8365  20.1963
O  9.1108  11.7508  17.7641
O  5.9305  7.8538  -0.6677
O  14.4058  11.509  20.3363
O  1.4339  3.6458  17.1226
O  3.4481  7.1617  22.2875
O  9.1838  4.8244  23.1826
O  10.4084  3.3393  14.7791
O  1.5091  5.3497  -1.5516
O  9.2205  6.0723  19.0048
O  12.2535  7.4329  22.502
O  -0.0207  1.6535  13.2513
O  2.0461  7.8602  -0.6722
O  5.9911  1.4853  15.448
O  9.7492  -0.6224  -0.7623
O  2.0776  8.9373  19.8529
O  8.7826  1.7133  13.4099

Results
free energy: -47208.994 eV
free energy less fixed offsets of O -463.61, Si -117.95 eV per atom: -28.924 eV
pressure: -1.42 GPa
stress xx, yy, zz, yz, xz, xy (GPa, positive in tension): 0.61, 2.24, 1.41, -0.24, -0.06, -0.09

Forces (eV/angstrom), in the order of the atoms: element, x, y, z
Si  0.053  -0.0477  -1.1206
Si  0.113  -0.25  -0.6983
Si  -0.0643  0.1948  -0.5552
Si  -0.0741  -0.1089  -1.0237
Si  -0.0121  -0.2254  -0.6485
Si  -0.0486  0.3492  -0.4543
Si  -0.0553  0.0494  -0.8986
Si  -0.0033  -0.4468  -0.5092
Si  -0.1473  0.1311  -0.7312
Si  -0.0057  0.1271  -0.2125
Si  -0.0611  0.0363  -0.0752
Si  -0.0575  0.146  -0.2103
Si  0.0808  0.0073  -0.2205
Si  -0.1364  -0.1406  -0.139
Si  0.1449  0.1689  -0.3107
Si  -0.0931  -0.0838  -0.1843
Si  0.1034  -0.1488  -0.1093
Si  0.0171  0.035  -0.2256
Si  0.0253  0.0633  0.3731
Si  0.0092  -0.0535  -0.1412
Si  -0.0242  -0.2551  0.2472
Si  -0.0567  0.2372  0.1806
Si  -0.0005  -0.0437  -0.0659
Si  0.0753  -0.1427  0.2299
Si  0.0464  0.3051  0.1431
Si  -0.0484  -0.0337  -0.1168
Si  -0.0395  -0.0272  0.3436
Si  -0.0583  0.1194  -0.051
Si  0.0147  0.0002  -0.0681
Si  0.0991  -0.0441  -0.0131
Si  -0.0175  0.1604  -0.0136
Si  0.0177  -0.0228  -0.0578
Si  -0.0156  -0.0844  -0.0197
Si  -0.0044  0.0342  -0.0716
Si  -0.0102  -0.0029  -0.094
Si  -0.0328  -0.1343  -0.0639
Si  -0.0074  0.0211  0.0388
Si  0.0344  -0.0355  0.0137
Si  -0.0664  0.0346  0.0359
Si  0.0446  -0.1315  -0.0181
Si  -0.014  -0.0808  0.03
Si  0.0074  0.043  0.0139
Si  -0.0131  0.0865  0.041
Si  0.0036  0.0031  0.0219
Si  -0.0112  0.0357  0.0559
Si  -0.0638  0.0999  -0.0199
Si  -0.0662  0.0015  -0.0123
Si  0.0633  0.0734  -0.0025
Si  -0.0623  0.0093  -0.0331
Si  0.0262  -0.035  -0.0432
Si  0.0074  0.0289  -0.0344
Si  0.0553  -0.0667  -0.0282
Si  -0.0441  -0.0732  -0.0684
Si  0.0287  0.014  -0.0033
Si  0.0205  0.0689  0.0062
Si  -0.0092  0.0069  0.1145
Si  -0.0025  -0.078  -0.0376
Si  -0.0399  0.0743  0.0166
Si  -0.0217  -0.0392  0.0994
Si  0.0277  -0.1446  0.0489
Si  0.0055  0.1491  0.0283
Si  -0.013  0.046  0.1032
Si  -0.0551  -0.0463  0.056
Si  -0.0179  0.1618  -0.2599
Si  0.0046  -0.0195  0.1333
Si  0.0137  -0.2195  -0.228
Si  -0.0095  0.252  -0.2141
Si  0.005  0.0656  0.0129
Si  -0.0993  -0.1338  -0.3784
Si  0.0098  0.0533  -0.335
Si  0.032  0.0657  0.0936
Si  0.0247  -0.3504  -0.1222
Si  -0.0966  0.0013  0.1376
Si  -0.1008  -0.1  0.1505
Si  0.0835  0.066  0.2777
Si  0.1079  -0.1938  0.1655
Si  0.0843  -0.1208  0.1385
Si  0.1136  0.0975  0.2579
Si  0.0202  0.0996  0.1467
Si  0.0801  -0.013  0.172
Si  -0.0426  0.1405  0.3012
Si  0.0819  0.0436  1.2489
Si  -0.0556  -0.3207  0.7462
Si  0.1048  0.2204  0.7007
Si  -0.0202  0.0069  1.0738
Si  0.0855  -0.2769  0.5415
Si  -0.1225  0.2618  0.3385
Si  -0.0273  0.1504  0.9344
Si  0.0631  -0.0971  0.6783
Si  -0.0556  0.2311  0.2288
Si  -0.1268  -0.0699  0.2601
Si  -0.1636  0.1237  -0.0632
Si  0.0208  -0.1608  0.6077
Si  -0.2272  0.1123  -0.2847
Si  -0.013  0.1537  -0.1203
Si  0.0565  -0.0718  -0.109
Si  -0.1794  -0.1383  -0.148
Si  0.0791  -0.1212  0.3183
Si  -0.0745  0.1479  0.0296
Si  -0.0368  0.071  -0.5285
Si  0.0965  -0.0233  -0.3363
Si  0.1846  -0.0087  0.1953
Si  -0.0708  -0.0634  -0.1693
Si  -0.2044  -0.0735  0.2426
Si  -0.0382  0.0819  0.4522
Si  0.0436  0.0053  0.26
Si  0.1415  0.19  0.0135
Si  -0.0375  -0.0757  0.3694
Si  -0.1107  -0.085  0.0221
Si  -0.0354  0.4059  -0.2077
Si  -0.0543  -0.1468  0.273
Si  0.023  0.068  -0.203
Si  -0.0723  0.0951  0.2261
Si  -0.12  0.0929  0.3364
Si  -0.1513  0.1173  -0.2646
Si  -0.0313  0.1291  -0.3696
Si  -0.1028  -0.0151  0.3318
O  -0.1324  0.0257  -0.1474
O  0.0937  -0.4099  0.6727
O  -0.143  -0.1334  -0.2387
O  -0.0214  -0.1404  -0.3063
O  -0.0377  0.4424  0.702
O  -0.1478  0.5424  -0.3555
O  0.2189  -0.174  0.1896
O  -0.2362  -0.092  -0.2993
O  -0.1017  -0.3472  0.2905
O  0.1249  -0.3303  -0.444
O  -0.0882  -0.2572  -0.1888
O  -0.0653  0.2613  0.4671
O  0.2048  0.2093  -0.0234
O  0.0526  0.1487  0.0486
O  0.1884  -0.1157  0.3089
O  0.0789  0.1646  0.0666
O  -0.4004  0.1089  0.105
O  0.1667  -0.1128  -0.2374
O  0.0612  0.2013  -0.5401
O  0.1607  -0.1166  0.2343
O  -0.0839  0.4057  0.2433
O  -0.0329  0.3427  -0.6988
O  -0.121  -0.3824  -0.7059
O  0.0885  -0.0472  -0.4398
O  0.1009  -0.1148  -0.2691
O  0.005  0.306  -0.7746
O  0.0403  -0.0065  0.5535
O  0.0813  -0.1093  -0.577
O  0.0429  0.4117  0.7293
O  0.105  -0.0477  -0.1917
O  0.0016  -0.0205  -0.1162
O  -0.0143  -0.1873  0.2177
O  -0.0708  -0.1706  0.0605
O  0.2709  -0.0364  -0.1466
O  0.0568  0.2247  0.0928
O  0.1304  0.0622  -0.4019
O  0.0054  0.292  -0.8144
O  0.063  -0.0116  0.2854
O  -0.0373  0.339  -0.7505
O  -0.037  -0.3871  -0.6542
O  0.1953  -0.1586  0.0004
O  -0.2932  0.2238  0.051
O  0.0725  0.0875  0.0734
O  0.0017  -0.2583  0.3928
O  0.2569  -0.1892  -0.0953
O  0.2578  0.061  -0.1399
O  -0.2567  -0.2044  0.466
O  -0.0459  0.2767  -0.1532
O  0.3529  -0.0617  0.0243
O  0.0603  -0.0016  0.3015
O  0.1636  0.2268  -0.1121
O  -0.0292  -0.2233  0.1931
O  0.0265  0.1335  -0.1334
O  0.1085  -0.2228  0.0232
O  0.1027  -0.0356  -0.1042
O  0.0532  -0.2891  -0.1869
O  0.0364  0.2183  0.0381
O  0.0792  -0.3137  0.7993
O  -0.1469  -0.336  -0.328
O  0.0819  -0.0445  0.0471
O  -0.1337  0.0938  0.0092
O  0.045  -0.2531  0.3926
O  -0.0502  0.1589  0.0325
O  0.0793  0.3055  0.3496
O  0.026  -0.1301  0.1373
O  0.0535  -0.0553  0.0303
O  -0.173  -0.2136  -0.2039
O  -0.0844  -0.2957  0.8232
O  -0.1091  0.151  -0.1365
O  -0.0078  0.1962  0.7592
O  0.0847  -0.041  -0.0167
O  -0.0119  -0.2979  -0.1883
